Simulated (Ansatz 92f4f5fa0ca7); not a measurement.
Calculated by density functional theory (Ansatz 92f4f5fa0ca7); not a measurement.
Periodic cell of 226 atoms, Si134O92, from a study of silicon, its oxide and their interface. The atomic structure is a simulated model.
Doubt: the cutoff is low for norm-conserving oxygen, so forces and energies are approximate.
This geometry differs little from another in the collection (a relaxation step or a small displacement).

Settings
functional: HSE06
potential files: SPMS norm-conserving
basis: plane waves
wave-function cutoff: 800 eV
density cutoff ratio: 4
exchange-correlation grid ratio: 1
k mesh: 1 x 1 x 1, Gamma-centred
occupations: fixed
spin: none
net charge: 0

Cell vectors (angstrom)
a	10.938	0	0
b	0	10.938	0
c	0	0	32.6528

Atoms: element, x, y, z (angstrom)
Si	-0.2044	0.1362	25.178
Si	5.2541	0.149	25.1898
Si	2.9912	2.3555	25.2244
Si	8.5426	2.438	25.2423
Si	-0.2891	5.5824	25.2839
Si	5.2699	5.5538	25.0509
Si	3.102	7.9102	25.132
Si	8.4278	7.8246	25.2305
Si	1.3831	1.2601	26.5347
Si	6.8591	1.323	26.4752
Si	4.1199	4.0266	26.4581
Si	9.5832	4.0228	26.6427
Si	1.4065	6.7991	26.4157
Si	6.8229	6.6954	26.4932
Si	4.1636	9.484	26.5352
Si	9.5648	9.4926	26.4846
Si	2.7636	-0.0813	27.8862
Si	8.2086	-0.0489	27.8583
Si	0.0731	2.6864	27.9134
Si	5.5166	2.7228	27.8555
Si	2.7454	5.4277	27.8311
Si	8.1929	5.4115	27.9147
Si	0.0556	8.1813	27.8419
Si	5.5378	8.1498	27.8814
Si	4.1018	1.3673	29.2346
Si	9.5708	1.3673	29.2346
Si	1.3673	4.1018	29.2346
Si	6.8362	4.1018	29.2346
Si	4.1018	6.8362	29.2346
Si	9.5708	6.8362	29.2346
Si	1.3673	9.5708	29.2346
Si	6.8362	9.5708	29.2346
Si	0	0	30.6018
Si	5.469	0	30.6018
Si	2.7345	2.7345	30.6018
Si	8.2035	2.7345	30.6018
Si	0	5.469	30.6018
Si	5.469	5.469	30.6018
Si	2.7345	8.2035	30.6018
Si	8.2035	8.2035	30.6018
Si	1.3673	1.3673	31.9691
Si	6.8362	1.3673	31.9691
Si	4.1018	4.1018	31.9691
Si	9.5708	4.1018	31.9691
Si	1.3673	6.8362	31.9691
Si	6.8362	6.8362	31.9691
Si	4.1018	9.5708	31.9691
Si	9.5708	9.5708	31.9691
Si	2.7345	0	0.6835
Si	8.2035	0	0.6835
Si	0	2.7345	0.6835
Si	5.469	2.7345	0.6835
Si	2.7345	5.469	0.6835
Si	8.2035	5.469	0.6835
Si	0	8.2035	0.6835
Si	5.469	8.2035	0.6835
Si	4.1018	1.3673	2.0507
Si	9.5708	1.3673	2.0507
Si	1.3673	4.1018	2.0507
Si	6.8362	4.1018	2.0507
Si	4.1018	6.8362	2.0507
Si	9.5708	6.8362	2.0507
Si	1.3673	9.5708	2.0507
Si	6.8362	9.5708	2.0507
Si	0	0	3.418
Si	5.469	0	3.418
Si	2.7345	2.7345	3.418
Si	8.2035	2.7345	3.418
Si	0	5.469	3.418
Si	5.469	5.469	3.418
Si	2.7345	8.2035	3.418
Si	8.2035	8.2035	3.418
Si	1.3745	1.431	4.8724
Si	6.8124	1.4161	4.7585
Si	4.0968	4.0589	4.7529
Si	9.5675	4.1002	4.7625
Si	1.3143	6.9359	4.7627
Si	6.7543	6.9422	4.72
Si	4.0422	9.6325	4.8589
Si	9.5428	9.5909	4.759
Si	2.7632	0.1363	6.3582
Si	8.1788	0.0483	6.0689
Si	0.0042	2.8444	6.264
Si	5.5061	2.7797	6.1914
Si	2.7156	5.5005	5.9616
Si	8.1347	5.5442	5.9231
Si	-0.0284	8.3394	6.2073
Si	5.4495	8.2786	6.2033
Si	4.5154	1.2389	7.6898
Si	9.6356	1.2731	7.431
Si	1.1082	4.6399	7.4499
Si	6.6361	4.5025	7.3592
Si	4.2573	6.5886	7.3245
Si	9.5966	6.6873	7.2792
Si	1.0112	10.0301	7.576
Si	6.6856	9.8502	7.4935
O	9.6294	1.2906	24.7511
O	4.1645	6.7271	24.6601
O	4.1066	1.2435	24.7261
O	9.5539	6.7083	24.7778
O	-0.2052	5.5835	7.6397
O	5.5702	0.013	7.9716
O	-0.1501	0.2074	7.8698
O	5.4335	5.5356	7.8079
O	7.4775	4.06	8.6879
O	8.7176	7.0311	8.6172
O	1.4205	9.5701	9.096
O	8.8021	1.7832	8.7432
O	7.4288	9.295	8.8422
O	4.2945	1.9644	9.163
O	3.3001	7.0505	8.5812
O	1.8115	4.8439	8.939
O	7.9926	3.2309	23.9327
O	0.1977	4.6489	24.0406
O	2.2722	2.9814	23.9025
O	5.9098	4.8312	23.6926
O	5.9192	10.4017	23.8579
O	2.6258	8.8069	23.839
O	0.4983	10.3996	23.855
O	7.6737	8.4099	23.9071
Si	-2.6837	6.2735	21.0008
Si	8.6504	5.8028	18.1628
Si	-0.4449	1.8973	14.4952
Si	-5.3697	7.8728	20.737
Si	3.3182	7.2213	16.4069
Si	15.3927	5.4617	11.4636
Si	1.416	9.4075	22.9522
Si	8.2468	-2.0196	17.7156
Si	-2.9329	2.8668	9.6411
Si	0.5189	8.7479	10.1649
Si	6.6541	9.2535	22.9916
Si	2.6703	9.9241	17.3822
Si	11.3581	5.7055	13.5325
Si	-0.0823	7.7611	21.0251
Si	7.5037	2.332	20.406
Si	8.4481	8.289	9.5961
Si	0.7092	-2.0914	13.2311
Si	16.2976	9.2545	16.4825
Si	10.7217	2.3388	20.7644
Si	3.1138	5.0908	14.2018
Si	6.2463	4.0816	18.1631
Si	1.1145	-0.5441	20.165
Si	5.2138	3.5425	15.3415
Si	4.8414	12.261	13.2688
Si	7.4476	5.0649	14.0223
Si	2.2596	6.2817	9.5806
Si	9.2674	10.0836	14.9825
Si	1.0872	3.7002	23.0933
Si	3.9309	-5.1413	19.146
Si	6.4075	-1.0372	13.7446
Si	2.1654	11.0915	14.5774
Si	9.9814	4.6409	15.8258
Si	5.0793	2.5678	10.4684
Si	9.2911	3.7104	12.2996
Si	-4.1739	7.3716	12.1224
Si	7.167	10.1906	20.236
Si	7.1542	4.12	22.8896
Si	12.2102	4.9554	20.4741
O	7.4666	6.5073	13.3011
O	0.5564	6.4116	20.3899
O	9.8397	5.0248	17.3827
O	13.1396	10.9226	16.1944
O	5.6663	-4.4237	11.3175
O	5.605	3.3064	16.8911
O	5.643	-0.8326	15.1523
O	7.2051	5.2842	17.6572
O	9.1121	2.2713	20.6108
O	-1.6438	7.4666	21.2806
O	7.7942	3.9779	12.8731
O	4.4726	2.0028	11.854
O	-2.9746	-1.1051	14.0884
O	4.8495	4.1633	10.5938
O	11.1268	2.5814	22.3263
O	10.4037	9.3004	14.1539
O	5.5128	8.2888	22.3127
O	0.0064	5.6974	15.0959
O	12.6663	4.7554	13.4459
O	-0.4379	3.1257	15.5628
O	1.9014	10.1899	21.596
O	-4.0953	6.9003	20.5643
O	-6.6419	10.0031	17.4492
O	0.1307	9.0839	20.0876
O	2.034	-0.6055	18.8178
O	6.0394	8.6037	12.8679
O	5.1133	4.7055	19.1276
O	9.8963	8.9603	9.8105
O	4.303	7.0664	20.1207
O	1.0008	1.2281	14.2643
O	7.5539	9.8718	21.7866
O	5.5053	2.2752	14.3977
O	8.0829	5.3016	22.2731
O	6.0732	4.7887	14.7884
O	4.2241	5.2355	13.041
O	6.7111	-2.0286	17.2486
O	11.6979	7.2342	13.1643
O	9.951	2.4495	13.0696
O	3.6444	6.2568	17.6402
O	6.7884	3.12	21.6505
O	1.9619	9.6195	13.9064
O	-0.7175	5.0301	12.5801
O	0.5719	8.1152	22.4603
O	9.0796	3.4095	10.7316
O	6.6731	2.2397	10.3315
O	5.8385	9.2788	19.9576
O	0.9822	7.2033	9.963
O	3.6421	3.924	15.1918
O	-2.3891	4.8904	15.1625
O	11.3255	3.6609	20.0017
O	5.9609	0.2315	12.8761
O	11.3261	0.9176	20.2193
O	3.0525	6.0449	10.9475
O	2.6052	5.0433	19.6079
O	-2.1815	7.4041	17.9598
O	2.8272	6.4002	15.1151
O	4.7088	-3.0532	15.9536
O	0.6861	9.295	11.6735
O	1.7348	4.6792	21.9948
O	9.5347	0.7345	15.0728
O	-2.1429	5.4358	19.7315
O	6.9101	11.7764	20.2148
O	7.1334	3.0563	19.0178
O	9.1291	9.5518	16.5119
O	3.5034	0.7278	13.9186
O	7.8564	7.8672	11.0363
O	8.2769	9.7676	19.1124
O	2.3055	8.3904	16.9285

Results
free energy: -56397.374 eV
free energy less fixed offsets of O -447.96, Si -113.29 eV per atom: -4.194 eV
gap between the highest filled and lowest empty level on this k mesh: 1.208 eV

The program warned: the cutoff lies below the one the program advises for these potential files; the forces do not sum to zero within the program's tolerance; the exchange-correlation potential is rough where the density is thin.
